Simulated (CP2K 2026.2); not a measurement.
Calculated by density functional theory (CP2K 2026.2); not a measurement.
Periodic cell of 520 atoms, Si368O152, from a study of silicon, its oxide and their interface. The atomic structure is a simulated model.
Doubt: the forces sum to 1.35 eV/angstrom along one axis rather than to zero, so they err by at least 0.0026 eV/angstrom per atom on average; the grid cutoff is modest.

Settings: functional PBE; method Gaussian and plane waves; basis set DZVP-MOLOPT-SR-GTH; pseudopotentials GTH-PBE; grid cutoff 350 Ry, relative cutoff 50 Ry; k points Gamma only; occupations fixed; spin none; net charge 0.

Cell vectors (angstrom)
a	15.3871	0	0
b	0	15.3871	0
c	2.1814	-4.6102	39.828

Atoms and the computed forces on them: element, x, y, z (angstrom), force x, y, z (eV/angstrom)
Si	14.029	11.009	31.312	0.111	-0.107	0.735
Si	13.879	-1.157	31.438	0.182	0.01	0.785
Si	16.449	2.375	28.927	-0.058	0.022	0.083
Si	13.555	6.966	33.779	0.14	-0.084	0.782
Si	2.997	10.971	31.16	-0.092	0.032	0.125
Si	2.868	-1.348	30.886	-0.07	-0.015	0.208
Si	15.584	3.433	31.724	-0.08	0.08	0.176
Si	16.26	10.358	29.128	-0.024	0.066	0.218
Si	7.003	-2.782	29.81	-0.004	-0.087	0.188
Si	6.351	-0.725	33.859	-0.223	-0.067	0.8
Si	6.984	2.572	31.058	-0.019	-0.094	0.102
Si	6.316	7.452	30.843	-0.024	0.1	0.187
Si	10.967	7.229	28.464	-0.005	0.038	0.099
Si	10.899	-1.114	31.008	-0.077	-0.079	-0.021
Si	13.247	3.052	33.718	-0.352	-0.017	0.5
Si	11.523	2.481	28.742	-0.111	-0.023	0.022
Si	5.872	10.343	31.613	0.298	0.135	0.678
Si	16.929	-0.798	33.756	-0.256	-0.018	0.642
Si	2.499	3.061	33.931	-0.046	-0.006	0.754
Si	2.724	6.879	33.952	0.31	0.122	0.593
Si	6.648	10.756	33.79	0.052	-0.061	-0.011
Si	5.594	-0.266	30.945	-0.024	-0.004	0.191
Si	5.585	3.097	33.797	0.12	0.008	0.777
Si	5.944	5.071	35.006	0.018	0.023	-0.073
Si	9.79	11.537	30.835	-0.034	-0.035	0.158
Si	9.493	-0.67	33.741	0.248	-0.106	0.841
Si	9.934	3.17	31.337	0.223	-0.03	0.614
Si	10.42	6.965	33.658	-0.221	-0.077	0.833
Si	14.419	10.737	33.681	-0.016	0.013	-0.007
Si	14.463	-0.794	33.706	0.042	0.008	-0.054
Si	10.738	3.061	33.583	0.062	-0.014	0.059
Si	15.911	6.531	31.728	0.028	-0.117	0.238
Si	16.826	10.736	33.869	-0.182	-0.034	0.655
Si	2.184	1.068	35.099	0.003	0.006	-0.019
Si	2.292	4.986	35.248	0.001	-0.009	-0.024
Si	2.158	8.85	35.107	0.04	-0.016	0.004
Si	6.065	-2.722	35.05	-0.02	0.046	-0.062
Si	6.019	1.202	35.132	0.024	0.015	-0.013
Si	6.437	3.862	28.388	-0.017	0.024	0.094
Si	6.003	8.813	34.978	-0.023	-0.011	0.03
Si	9.819	-2.696	34.939	0.005	-0.003	-0.064
Si	9.979	1.249	34.985	-0.042	0.007	-0.043
Si	10.05	4.967	34.891	-0.023	0.024	-0.086
Si	9.861	8.859	34.971	0.008	-0.007	0.021
Si	13.861	-2.716	34.956	-0.043	-0.004	0.01
Si	13.783	1.115	34.973	-0.061	0.002	0.029
Si	13.742	4.971	35.033	0	0.01	-0.025
Si	13.784	8.905	35.053	-0.039	-0.016	-0.001
Si	15.638	-2.702	36.506	-0.048	-0.001	-0.016
Si	15.647	1.193	36.432	0.003	0.006	-0.007
Si	15.656	4.982	36.421	0.015	-0.005	0.024
Si	15.647	8.793	36.483	-0.006	0.001	-0.008
Si	4.085	-2.719	36.335	0.012	0.012	0.014
Si	4.104	1.08	36.472	0.016	0.006	0.027
Si	4.189	4.996	36.575	0.007	0	0.059
Si	4.121	8.926	36.417	-0.005	-0.03	-0.023
Si	7.979	-2.669	36.431	-0.027	-0.009	0.021
Si	8.023	1.267	36.373	-0.002	-0.04	0.022
Si	8.014	5.009	36.215	0.003	-0.01	-0.009
Si	7.945	8.733	36.358	-0.013	0.037	-0.046
Si	11.831	-2.711	36.231	-0.011	0.02	-0.024
Si	11.865	1.079	36.374	0.015	0.023	-0.024
Si	11.844	5.011	36.423	-0.009	0.009	0.014
Si	11.801	8.944	36.347	-0.004	-0.05	-0.019
Si	15.664	10.741	37.815	0.009	0.018	-0.005
Si	15.644	-0.744	37.793	0.01	-0.023	-0.021
Si	15.665	3.087	37.804	0.012	0.007	0.016
Si	15.641	6.882	37.814	0.022	-0.002	0.004
Si	4.121	10.808	37.785	-0.02	0.003	0.03
Si	4.13	-0.839	37.778	-0.022	0.008	0.013
Si	4.137	3.024	37.831	0	0.01	-0.006
Si	4.138	6.985	37.8	0	-0.042	0.002
Si	7.966	10.725	37.706	0.018	0.015	-0.045
Si	7.997	-0.71	37.73	-0.001	0.014	-0.011
Si	7.988	3.157	37.721	-0.005	0.008	0.005
Si	7.997	6.855	37.721	0.004	-0.025	0.023
Si	11.818	10.827	37.72	0.009	-0.006	0.016
Si	11.823	-0.836	37.706	0.006	-0.012	0.028
Si	11.85	3.044	37.731	0.007	0.026	-0.033
Si	11.822	6.978	37.717	0.004	0.013	0.002
Si	2.205	10.772	39.154	-0.008	-0.009	0.016
Si	2.199	-0.781	39.131	0.002	-0.004	0.016
Si	2.204	3.073	39.159	-0.007	0.01	0.012
Si	2.202	6.926	39.142	0.014	0.002	0.016
Si	6.069	10.778	39.109	-0.014	-0.01	0.015
Si	6.075	-0.772	39.108	0.003	0.001	0.009
Si	6.086	3.072	39.132	-0.004	0.005	0.003
Si	6.08	6.922	39.117	-0.006	0.003	0.014
Si	9.888	10.773	39.081	0.007	0.004	-0.002
Si	9.91	-0.776	39.093	0.012	-0.007	0.005
Si	9.916	3.09	39.084	-0.018	-0.004	0.012
Si	9.909	6.924	39.093	0.002	-0.003	0.012
Si	13.72	10.774	39.125	-0.002	0.012	0.029
Si	13.718	-0.784	39.122	-0.018	0.005	0.022
Si	13.735	3.074	39.139	0.003	-0.014	0.01
Si	13.711	6.93	39.136	-0.007	-0.008	0.005
Si	15.43	1.924	11.533	0.004	-0.018	0.003
Si	15.356	5.764	11.553	0.024	0.026	0.004
Si	15.39	9.606	11.591	-0.001	-0.003	-0.003
Si	15.393	13.439	11.512	0.009	-0.009	0.001
Si	3.879	1.949	11.527	-0.004	-0.016	-0.008
Si	3.883	5.75	11.533	-0.014	0.003	-0.008
Si	3.878	9.621	11.56	-0.006	-0.001	0
Si	3.888	13.461	11.48	0.004	-0.018	-0.019
Si	7.718	1.936	11.537	-0.003	-0.014	-0.002
Si	7.729	5.756	11.554	-0.001	0	-0.008
Si	7.74	9.61	11.581	-0.011	-0.001	-0.007
Si	7.733	13.441	11.502	-0.016	0	-0.017
Si	11.567	1.918	11.555	-0.001	-0.003	0.001
Si	11.58	5.775	11.6	-0.018	0.027	0.022
Si	11.557	9.609	11.609	0.004	0.013	-0.018
Si	11.581	13.427	11.569	0	0.013	0.008
Si	13.511	1.919	12.886	-0.01	0.01	-0.017
Si	13.482	5.794	13.016	0.021	-0.002	0.041
Si	13.469	9.596	12.995	-0.008	0.006	-0.022
Si	13.512	13.351	12.936	-0.009	-0.003	0.016
Si	1.97	1.945	12.901	0.008	-0.002	-0.024
Si	1.923	5.728	12.834	0.029	-0.011	-0.02
Si	1.948	9.627	12.92	-0.006	-0.011	-0.002
Si	1.959	13.505	12.802	0.011	0.008	-0.018
Si	5.793	1.968	12.896	0.019	0.012	-0.018
Si	5.805	5.754	12.908	-0.003	0.003	0.016
Si	5.81	9.625	12.924	-0.003	-0.017	-0.017
Si	5.807	13.466	12.833	-0.001	-0.007	0.003
Si	9.63	1.908	12.907	0.006	0.02	-0.018
Si	9.64	5.764	12.937	-0.009	-0.003	0.01
Si	9.642	9.607	12.996	0.009	0.008	-0.003
Si	9.629	13.425	12.889	-0.005	0.004	0.017
Si	13.546	-0.054	14.158	0.025	-0.008	0
Si	13.507	3.811	14.308	0.005	-0.014	0.016
Si	13.449	7.732	14.438	-0.013	0	0.054
Si	13.485	11.46	14.436	0.001	0.003	0.028
Si	2.036	-0.002	14.207	0.013	0.013	0.013
Si	1.915	3.867	14.271	-0.003	0.009	0.002
Si	1.934	7.62	14.177	-0.019	0.024	0.01
Si	1.925	11.638	14.18	-0.001	-0.073	0.018
Si	5.808	0.005	14.167	-0.021	-0.008	0.002
Si	5.786	3.863	14.32	-0.009	-0.013	0.041
Si	5.799	7.677	14.257	0.023	0.041	-0.03
Si	5.823	11.588	14.234	0.015	-0.048	0.005
Si	9.59	-0.041	14.228	0.007	0.004	0.028
Si	9.65	3.827	14.277	0.004	0.001	0.013
Si	9.611	7.659	14.35	-0.009	0.013	-0.016
Si	9.658	11.561	14.339	-0.004	-0.024	-0.032
Si	15.484	-0.017	15.488	-0.003	0.03	-0.007
Si	13.47	5.616	18.398	0.029	-0.019	-0.773
Si	15.499	7.732	15.654	-0.014	0.022	-0.029
Si	15.509	11.552	15.706	-0.023	0.008	0.025
Si	3.875	1.976	16.926	-0.012	0.006	-0.018
Si	3.809	3.938	15.647	0.005	-0.004	-0.019
Si	3.837	5.863	17.07	0.005	-0.009	0.067
Si	3.476	9.678	16.63	-0.37	-0.005	-0.495
Si	7.731	1.91	16.988	-0.005	0.053	0.016
Si	7.687	5.775	17.071	0.007	-0.012	0.068
Si	7.656	7.7	15.698	-0.021	-0.004	0.001
Si	7.703	11.617	15.66	-0.018	-0.018	-0.022
Si	11.596	-0.121	15.427	-0.004	0.017	-0.032
Si	11.574	3.731	15.641	-0.027	-0.015	-0.038
Si	10.916	9.549	17.164	0.217	0.035	-0.789
Si	11.521	11.477	15.829	-0.007	-0.022	-0.005
Si	9.679	1.164	18.122	-0.021	-0.043	-0.026
Si	15.386	5.814	17.025	-0.062	-0.005	0.023
Si	15.074	11.291	22.432	-0.026	0.003	-0.031
Si	15.494	-1.841	16.961	-0.059	-0.003	0.057
Si	5.77	2.4	18.247	0.15	-0.109	-0.827
Si	5.762	5.562	18.425	0.011	0.2	-0.735
Si	5.844	13.236	18.478	0.076	0.241	-0.785
Si	3.994	-1.888	16.971	0.022	0	0.039
Si	7.642	0.014	15.597	0.005	0.016	0.01
Si	3.847	7.655	15.532	-0.027	0.035	-0.011
Si	7.735	9.681	17.005	-0.606	0.056	-0.184
Si	3.861	11.664	15.492	-0.034	-0.002	-0.012
Si	15.422	1.811	16.951	-0.001	0.032	0.033
Si	11.518	5.568	17.084	-0.012	-0.002	0.061
Si	5.898	10.062	18.625	0.498	-0.073	-0.588
Si	11.632	-1.855	17.011	0.029	-0.016	0.113
Si	13.486	1.213	18.158	-0.01	-0.001	-0.015
Si	15.415	3.838	15.703	0.046	-0.017	-0.02
Si	1.072	9.054	19.019	0.003	0.152	-0.6
Si	13.6	-1.243	18.227	-0.128	0.314	-0.626
Si	1.983	1.494	18.252	-0.056	0.135	-0.825
Si	1.883	6.111	18.379	0.04	-0.164	-0.825
Si	1.005	9.64	16.805	0.074	0	-0.127
Si	2.072	-1.614	18.247	-0.09	-0.107	-0.767
Si	3.968	0.028	15.587	0	0.005	-0.019
Si	7.748	3.864	15.661	-0.014	-0.012	-0.034
Si	6.251	7.751	20.716	-0.131	-0.072	-0.228
Si	10.525	12.668	20.922	-0.027	0.006	-0.203
Si	11.584	1.695	16.836	0.003	0.032	0.003
Si	9.58	5.434	18.429	0.009	-0.076	-0.781
Si	11.463	7.62	15.831	0.033	-0.003	0.002
Si	7.728	-1.84	17.056	0.026	-0.016	0.081
Si	13.876	8.016	20.404	-0.073	-0.108	-0.126
Si	9.087	-1.635	23.264	-0.021	0.08	-0.039
Si	1.923	3.733	20.501	-0.063	-0.051	-0.207
Si	2.424	7.029	24.028	0.031	-0.062	-0.061
Si	2.116	11.55	20.579	-0.063	-0.037	-0.143
Si	5.928	0.268	20.569	-0.056	-0.192	-0.163
Si	9.187	6.278	30.905	0.102	-0.037	0.221
Si	9.852	7.747	25.536	0.097	-0.057	0.012
Si	9.7	-1.292	18.239	0.015	0.384	-0.666
Si	9.074	5.687	23.307	0.005	0.005	-0.131
Si	12.7	11.288	26.629	-0.077	-0.031	0.149
Si	15.854	-0.576	29.214	0.06	-0.006	0.151
Si	15.003	8.198	22.993	0.043	-0.001	0.056
Si	5.234	7.793	23.773	0.081	-0.069	-0.102
Si	8.522	1.08	22.084	-0.049	0.044	-0.12
Si	9.032	2.415	27.219	0.093	-0.047	0.017
Si	9.085	10.751	33.753	-0.185	0.043	0.649
Si	9.41	7.375	20.848	0.053	-0.104	-0.098
Si	16.037	7.394	28.796	0.045	0.018	-0.016
Si	15.074	2.568	22.152	0.001	-0.074	-0.126
Si	16.507	-2.551	24.4	-0.032	-0.006	-0.053
Si	10.298	-0.066	28.219	-0.016	0.048	0.023
Si	13.374	-2.059	21.242	0.067	-0.045	-0.132
Si	13.432	6.258	27.448	0.035	-0.036	0.027
Si	3.584	3.108	27.472	-0.061	0.02	0.023
Si	2.875	6.155	26.975	-0.009	0.033	0.078
Si	15.168	-0.184	23.063	-0.024	-0.01	-0.087
Si	9.984	2.671	19.836	-0.146	-0.509	-0.611
Si	2.084	-2.711	35.049	0.012	0.004	-0.072
Si	2.662	2.031	24.824	0.024	-0.006	-0.057
Si	6.118	-2.077	24.216	-0.03	-0.03	-0.06
Si	4.243	-0.12	23.106	0.052	-0.023	-0.043
Si	7.07	8.96	25.919	-0.066	-0.118	0
Si	6.286	5.076	23.804	0.064	-0.025	0.048
Si	13.118	2.819	19.818	0.172	-0.52	-0.563
Si	14.907	1.905	24.88	-0.01	0.048	-0.039
Si	11.84	10.091	29.365	0.013	-0.008	0.107
Si	11.372	9.648	20.228	0.009	0.005	-0.198
Si	12.776	8.468	25.244	-0.043	0.012	-0.04
Si	3.515	4.336	22.888	-0.019	-0.008	0.009
Si	3.661	12.43	22.893	0.018	0.027	-0.032
Si	15.351	-2.712	27.157	0.078	-0.052	0.007
Si	5.16	6.939	33.719	-0.103	0.075	0.678
Si	8.344	3.107	24.316	-0.022	0.019	-0.049
Si	10.148	-2.412	26.104	-0.073	0.11	0.011
Si	7.254	11.962	26.76	0.095	0.049	-0.055
Si	14.096	3.395	27.351	-0.02	-0.092	0.03
Si	5.714	6.898	27.902	-0.019	-0.017	0.137
Si	15.408	13.456	0.676	-0.002	0.004	0.005
Si	15.4	1.918	0.677	-0.007	-0.002	0.002
Si	15.413	5.75	0.668	-0.002	0.01	0.003
Si	15.419	9.615	0.674	-0.011	-0.007	0.005
Si	3.89	13.461	0.647	0.009	-0.004	-0.001
Si	3.895	1.918	0.651	0.012	0.008	-0.005
Si	3.89	5.755	0.655	0.002	0.001	0
Si	3.87	9.612	0.657	-0.015	-0.003	-0.003
Si	7.717	13.462	0.629	0	-0.011	-0.001
Si	7.703	1.913	0.634	-0.005	0.006	-0.002
Si	7.723	5.768	0.622	0.006	0.001	0.006
Si	7.737	9.613	0.636	0.018	0.002	-0.001
Si	11.544	13.463	0.662	0.011	0.001	0.003
Si	11.555	1.914	0.665	0.008	-0.008	0.001
Si	11.546	5.753	0.655	-0.003	0.001	0.009
Si	11.541	9.612	0.663	0.003	0.006	0.007
Si	1.96	13.452	2.014	-0.003	-0.016	-0.006
Si	1.958	1.92	2.01	-0.005	0.003	-0.007
Si	1.958	5.763	2.015	0	0.016	0.003
Si	1.954	9.61	2.029	0.002	-0.001	0.004
Si	5.806	13.465	2.013	-0.002	0.015	0.002
Si	5.802	1.917	2.025	0.001	-0.003	0.011
Si	5.812	5.755	2.009	0.002	-0.016	0
Si	5.806	9.612	2	0.004	-0.002	-0.016
Si	9.625	13.457	2.016	0.001	-0.012	0.003
Si	9.624	1.914	2.009	0.009	0.003	-0.002
Si	9.628	5.767	2.012	0.003	0.008	-0.004
Si	9.633	9.61	2.03	0.001	-0.006	0.008
Si	13.475	13.461	2.021	0.003	0.012	0.005
Si	13.477	1.915	2.033	-0.002	-0.001	0.004
Si	13.478	5.752	2.013	0.002	-0.006	0
Si	13.479	9.615	2.012	0.002	0.002	0.001
Si	1.952	-0.007	3.373	0.008	-0.006	-0.002
Si	1.954	3.841	3.378	0.006	0.005	0
Si	1.95	7.682	3.38	0	0.002	0.005
Si	1.953	11.536	3.385	0.002	-0.005	0
Si	5.8	-0.007	3.385	0.012	0.007	0.003
Si	5.803	3.842	3.384	0.008	-0.007	0.01
Si	5.802	7.686	3.364	0.002	-0.008	-0.002
Si	5.802	11.534	3.371	0.001	0.006	0.002
Si	9.633	-0.007	3.376	-0.002	-0.007	-0.004
Si	9.632	3.841	3.37	-0.01	0.007	0.001
Si	9.637	7.683	3.38	-0.004	0.004	-0.003
Si	9.634	11.537	3.382	0.002	-0.001	0.003
Si	13.482	-0.01	3.388	-0.004	0.003	-0.002
Si	13.481	3.841	3.387	-0.001	-0.006	-0.004
Si	13.483	7.684	3.366	-0.007	-0.004	-0.002
Si	13.481	11.534	3.38	-0.004	0.006	0
Si	15.413	-0.009	4.739	-0.01	0	-0.003
Si	15.412	3.843	4.74	-0.004	0.002	-0.005
Si	15.405	7.684	4.732	0.002	0.001	-0.007
Si	15.409	11.534	4.739	0.003	0	-0.004
Si	3.871	-0.007	4.742	0.002	0	0.001
Si	3.874	3.845	4.742	0.002	0.005	0
Si	3.878	7.685	4.731	-0.002	0	-0.005
Si	3.879	11.532	4.74	-0.006	-0.003	-0.001
Si	7.722	-0.007	4.749	0.003	0.002	0.004
Si	7.724	3.843	4.748	0.003	-0.002	0.004
Si	7.717	7.686	4.739	0.011	-0.001	-0.002
Si	7.716	11.533	4.746	0.01	-0.003	0.001
Si	11.556	-0.01	4.742	0.001	0.001	-0.001
Si	11.554	3.843	4.739	0.001	-0.001	-0.003
Si	11.564	7.684	4.734	-0.001	-0.001	-0.002
Si	11.56	11.534	4.742	-0.006	-0.001	0
Si	15.41	13.455	6.104	0.002	-0.002	0.001
Si	15.408	1.918	6.099	0.006	0.003	0
Si	15.406	5.768	6.103	-0.002	0.002	0.002
Si	15.407	9.605	6.097	-0.003	-0.001	-0.001
Si	3.873	13.455	6.104	0.006	-0.006	0.002
Si	3.87	1.919	6.101	0.004	-0.003	0.006
Si	3.873	5.77	6.104	0.006	0.006	0.003
Si	3.874	9.604	6.098	0.009	-0.011	-0.004
Si	7.722	13.456	6.109	-0.001	0.005	0
Si	7.73	1.919	6.107	0.002	-0.004	0.001
Si	7.722	5.769	6.107	-0.005	0.005	0.001
Si	7.722	9.605	6.103	-0.009	-0.008	-0.001
Si	11.562	13.455	6.106	0	0.005	0.001
Si	11.558	1.918	6.096	-0.005	0.001	-0.006
Si	11.562	5.767	6.102	-0.002	0.002	-0.001
Si	11.562	9.605	6.096	0.002	0.004	-0.002
Si	1.947	13.452	7.465	-0.003	0	0.001
Si	1.941	1.922	7.463	-0.014	0.001	0.007
Si	1.944	5.776	7.463	0.003	0.001	-0.002
Si	1.946	9.599	7.457	0.004	0.004	-0.004
Si	5.798	13.456	7.465	0.001	0.002	0.007
Si	5.801	1.921	7.451	0.014	0.007	0.006
Si	5.798	5.776	7.465	0.006	-0.011	0.003
Si	5.798	9.6	7.458	-0.001	0.006	-0.001
Si	9.645	13.453	7.475	-0.003	-0.008	0.005
Si	9.652	1.919	7.476	0.016	0.001	0.001
Si	9.646	5.772	7.472	0.003	0.001	0.003
Si	9.646	9.599	7.466	0.004	0.001	0
Si	13.485	13.451	7.469	-0.004	0.003	0.002
Si	13.479	1.919	7.455	-0.016	-0.001	-0.008
Si	13.482	5.768	7.469	0.001	-0.005	0.001
Si	13.482	9.606	7.459	0	-0.004	-0.003
Si	1.943	-0.005	8.822	0.007	-0.011	0.004
Si	1.937	3.854	8.819	0.008	0.009	0.001
Si	1.94	7.69	8.843	-0.005	0.001	0.001
Si	1.943	11.518	8.817	0.004	-0.023	0
Si	5.804	0.002	8.812	0.001	-0.003	-0.002
Si	5.805	3.846	8.808	-0.005	-0.009	-0.007
Si	5.8	7.692	8.84	0.006	0.001	0
Si	5.802	11.52	8.813	0.003	-0.017	-0.004
Si	9.655	-0.008	8.836	-0.004	0.008	0.007
Si	9.657	3.85	8.831	-0.012	0.005	0
Si	9.65	7.688	8.848	0.001	-0.003	-0.002
Si	9.651	11.52	8.826	-0.002	0.005	0.001
Si	13.479	-0.003	8.817	0.003	0.012	-0.003
Si	13.475	3.838	8.822	0.006	-0.007	-0.002
Si	13.477	7.693	8.836	-0.001	0.008	0.004
Si	13.481	11.521	8.828	-0.001	0.012	0.006
Si	15.396	-0.006	10.176	-0.006	0.001	-0.003
Si	15.393	3.848	10.179	0.003	0.004	-0.002
Si	15.393	7.694	10.205	0.015	-0.005	-0.006
Si	15.407	11.506	10.183	0.022	0.005	-0.005
Si	3.88	0.018	10.164	-0.007	-0.005	0.002
Si	3.878	3.851	10.153	0.018	0.012	-0.003
Si	3.873	7.693	10.2	0.002	-0.003	0.004
Si	3.876	11.52	10.162	-0.001	0.009	-0.006
Si	7.723	0.003	10.18	0.005	-0.007	0.002
Si	7.726	3.849	10.173	0.007	0.006	-0.005
Si	7.726	7.69	10.209	-0.003	-0.001	0.001
Si	7.725	11.508	10.175	-0.008	0.003	-0.003
Si	11.578	-0.02	10.208	0.001	0.004	0.006
Si	11.57	3.854	10.212	-0.004	-0.008	0
Si	11.569	7.692	10.225	0	0.011	-0.004
Si	11.564	11.512	10.205	-0.02	-0.015	-0.001
O	14.11	3.059	32.299	-0.21	-0.131	-0.477
O	1.898	6.706	32.549	0.072	-0.015	-0.472
O	14.617	7.065	32.542	-0.109	0.541	-0.381
O	4.269	10.053	31.56	-0.082	-0.564	-0.039
O	1.893	10.741	32.303	-0.179	-0.18	-0.371
O	2.184	-0.783	32.243	0.108	0.239	-0.162
O	3.41	-2.851	31.139	0.447	0.193	-0.166
O	16.729	3.115	32.804	0.007	-0.04	-0.206
O	4.016	3.038	33.28	0.072	0.119	-0.479
O	7.905	-0.682	33.348	-0.111	-0.256	-0.201
O	5.445	-0.657	32.512	-0.341	-0.317	0.05
O	6.584	3.127	32.517	0.198	0.408	-0.001
O	8.584	2.292	31.054	0.103	-0.376	-0.291
O	5.462	6.894	32.1	-0.43	-0.408	-0.223
O	7.622	6.533	30.685	-0.112	-0.34	-0.012
O	9.508	10.676	32.165	0.195	-0.353	-0.242
O	10.521	-1.259	27.171	0.445	-0.053	-0.058
O	10.249	-0.466	32.323	0.059	0.267	-0.13
O	12.427	-0.626	30.957	0.045	0.562	-0.293
O	9.586	7.04	32.269	-0.352	0.288	-0.064
O	12.009	6.996	33.216	-0.088	0.177	-0.519
O	13.773	8.192	24.021	-0.12	-0.248	-0.115
O	4.443	9.691	17.977	-0.164	-0.014	0.378
O	5.97	9.167	19.975	-0.072	0.002	0.586
O	11.627	9.503	18.628	0.391	-0.219	0.041
O	9.312	9.636	17.555	-0.043	0.03	0.37
O	15.213	10.46	30.353	0.131	-0.252	0.067
O	13.986	-2.757	31.137	0.175	0.089	-0.375
O	4.08	-0.396	30.394	-0.195	0.345	-0.588
O	10.066	-0.674	29.699	-0.296	-0.241	0.064
O	3.173	4.579	26.969	0.173	-0.087	-0.302
O	2.849	3.42	24.031	-0.172	0.275	0.266
O	4.261	6.943	27.21	-0.117	0.321	-0.119
O	15.976	11.475	28.017	0.256	-0.199	-0.011
O	6.678	9.009	31.141	0.364	0.016	-0.229
O	6.586	-1.283	30.199	0.546	0.291	-0.201
O	6.174	1.217	30.739	-0.071	0.08	-0.348
O	6.336	5.404	27.934	0.099	-0.041	-0.006
O	16.4	7.66	23.575	0.13	0.04	-0.003
O	5.334	-0.658	24.186	0.244	0.331	0.438
O	7.488	5.706	22.912	-0.076	0.477	-0.634
O	10.321	10.56	29.672	-0.296	-0.099	-0.284
O	9.384	-0.149	22.685	0.314	0.083	-0.055
O	5.748	6.501	19.781	-0.109	0.054	0.256
O	11.381	11.951	25.994	-0.048	-0.158	-0.549
O	9.538	4.715	31.033	0.176	-0.045	-0.118
O	13.712	4.227	19.243	0.287	-0.028	0.161
O	13.676	11.847	21.835	-0.381	-0.579	-0.174
O	5.753	3.955	18.804	-0.185	0.011	0.499
O	1.942	2.423	19.577	-0.209	0.092	0.388
O	1.849	5.066	19.618	-0.102	0.151	0.226
O	3.246	3.768	21.407	0.275	-0.288	-0.119
O	1.853	7.616	19.044	0.273	0.123	0.308
O	1.951	10.098	19.9	0.277	-0.245	0.386
O	2.23	12.719	19.478	0.283	-0.16	0.284
O	2.065	-0.061	18.796	-0.075	0.145	0.482
O	5.626	1.454	19.543	-0.345	0.001	0.294
O	9.592	12.618	22.229	-0.17	-0.316	0.278
O	5.75	-1.163	19.797	-0.01	-0.091	0.401
O	9.384	6.445	24.699	0.05	-0.082	0.496
O	12.081	6.062	28.324	-0.173	-0.655	0.097
O	9.701	-2.02	19.716	-0.163	-0.232	0.367
O	5.896	11.667	18.988	0.295	-0.21	0.525
O	16.044	3.661	21.495	-0.02	0.556	0.133
O	9.816	6.66	19.466	0.167	0.239	0.009
O	9.864	-1.751	24.666	0.366	0.323	-0.12
O	15.765	1.083	22.219	0.338	0.004	-0.062
O	6.846	-2.952	28.233	-0.293	0.354	-0.272
O	7.445	0.397	21.096	0.329	-0.367	-0.305
O	16.393	-2.322	25.985	0.216	0.236	-0.019
O	14.624	6.762	28.387	-0.076	-0.004	0.14
O	13.832	4.864	26.751	0.236	0.026	-0.672
O	6.424	-2.511	25.727	-0.146	0.183	0.226
O	11.062	11.2	20.529	-0.087	0.09	-0.059
O	16.332	-1.154	23.597	0.477	0.13	-0.225
O	11.792	-1.782	21.283	-0.235	0.532	0.215
O	10.37	3.143	27.796	0.041	0.491	-0.174
O	10.148	7.377	27.082	-0.429	-0.069	-0.024
O	5.159	12.214	23.477	0.075	-0.422	-0.022
O	2.55	12.159	24.046	0.019	-0.238	0.509
O	5.111	3.069	27.95	0.138	-0.206	0.173
O	7.027	3.983	24.761	-0.399	-0.158	0.404
O	3.4	11.528	21.573	0.527	-0.479	-0.044
O	6.866	10.42	26.554	-0.525	0.011	0.154
O	14.973	8.896	19.62	-0.186	0.444	-0.128
O	12.684	10.282	30.739	-0.143	-0.214	0.257
O	9.301	4.072	19.32	-0.501	0.096	0.234
O	13.84	-1.937	19.699	0.127	-0.278	0.048
O	2.232	6.556	25.556	-0.187	-0.242	0.073
O	7.839	7.644	20.899	-0.085	0.315	0.304
O	15.204	9.706	22.463	0.071	-0.032	-0.021
O	2.847	5.8	23.059	-0.094	0.062	-0.244
O	6.594	3.716	29.991	-0.047	0.402	0.049
O	2.364	10.531	29.744	0.394	-0.179	-0.472
O	16.207	11.907	21.464	-0.051	0.297	0.077
O	13.941	12.292	26.492	-0.18	0.423	-0.549
O	14.401	0.456	24.349	-0.409	-0.416	0.25
O	9.052	0.871	27.744	-0.594	-0.114	-0.109
O	13.046	9.934	25.838	0.233	-0.036	-0.31
O	6.067	11.534	30.55	-0.4	0.014	-0.34
O	10.151	8.802	20.85	-0.385	0.146	0.179
O	6.69	7.857	27.044	0.34	-0.016	0.178
O	8.842	12.158	26.574	0.101	-0.458	-0.048
O	1.789	-1.373	29.69	0.183	-0.518	-0.198
O	11.202	8.345	24.859	-0.144	0.061	-0.377
O	8.627	8.8	25.495	0.181	0.36	-0.329
O	7.723	3.176	27.721	0.023	0.235	-0.144
O	15.088	-1.448	28.11	-0.475	0.072	0.042
O	13.739	2.479	21.264	-0.358	0.03	0.215
O	9.4	2.136	21.241	-0.118	0.372	0.416
O	5.525	7.39	29.438	-0.297	-0.026	0.023
O	14.565	7.329	21.699	0.059	-0.669	0.078
O	3.447	2.08	26.233	0.324	-0.304	-0.038
O	8.498	-3.067	30.314	0.079	0.099	-0.313
O	11.539	3.03	20.067	-0.054	0.461	0.41
O	5.549	7.755	22.177	-0.035	0.158	-0.055
O	9.848	6.417	22.091	0.406	-0.071	-0.111
O	9.955	6.892	29.647	-0.094	0.28	-0.241
O	13.128	7.349	26.328	0.162	0.037	-0.133
O	5.13	4.331	22.978	0.012	-0.148	-0.246
O	4.961	0.544	21.827	-0.253	0.61	-0.006
O	14.121	-0.964	22.139	-0.131	0.392	0.22
O	16.12	7.39	30.399	0.075	0.51	-0.03
O	6.137	8.854	24.588	-0.045	0.584	-0.351
O	11.092	2.689	30.295	0.284	-0.181	0.107
O	14.929	-0.35	30.514	0.031	0.287	0.237
O	11.782	8.579	28.833	0.211	-0.134	-0.106
O	7.507	-1.896	23.428	-0.065	-0.061	-0.398
O	3.246	0.868	23.874	-0.086	-0.077	0.027
O	2.623	2.713	28.714	0.175	0.145	0.38
O	10.904	-2.724	31.166	0.449	-0.23	0.248
O	14.704	2.982	23.674	-0.075	0.69	-0.001
O	9.396	4.115	23.572	0.763	-0.225	-0.261
O	5.56	6.349	24.494	-0.288	-0.09	0.418
O	12.716	9.038	20.887	-0.015	0.117	0.689
O	16.209	0.834	28.535	-0.126	-0.126	-0.41
O	12.494	11.003	28.21	0.067	0.428	0.166
O	15.575	3.357	27.989	0.119	0.325	-0.33
O	11.591	0.907	28.336	0.549	-0.226	-0.105
O	1.838	6.527	28.149	0.102	-0.304	0.131
O	12.987	3.086	28.483	0.224	0.262	0.28
O	3.649	8.1	23.949	-0.202	0.489	0.175
O	16.14	8.943	28.357	0.157	0.027	-0.382
O	13.303	6.851	19.45	-0.407	0.176	0.114
O	9.034	2.444	25.606	0.152	-0.396	-0.098
O	15.313	11.847	23.928	-0.229	-0.148	0.28
O	16.493	1.807	25.193	0.199	-0.294	0.432
O	15.641	4.993	31.338	-0.003	0.119	-0.154
O	14.033	2.316	26.157	-0.453	-0.32	-0.072
O	3.488	-1.403	22.479	-0.523	0.103	-0.333
O	7.878	1.932	23.302	-0.664	-0.242	0.336
O	15.948	2.556	30.439	-0.109	-0.536	0.162

Results
total energy: -106017.044 eV
total energy less fixed offsets of O -438.35, Si -107.03 eV per atom: -0.804 eV
